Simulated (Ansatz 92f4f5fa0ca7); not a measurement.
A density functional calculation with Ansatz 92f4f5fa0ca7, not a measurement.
Periodic cell of 279 atoms, Si168O105H6, from a study of silicon, its oxide and their interface. The atomic structure is a simulated model.
Doubt: the cutoff is far below the 930 eV that the study's wrapper takes by default for these files, so forces and energies are approximate.

Settings
functional: PBE
potential files: Ansatz PAW
basis: plane waves
wave-function cutoff: 580 eV
density cutoff ratio: 5
exchange-correlation grid ratio: 1
k mesh: 1 x 1 x 1, Gamma-centred
self-consistency stop: 5e-08 eV per atom in the density residual
occupations: fixed
spin: none
net charge: 0

Cell vectors (angstrom)
a	11.6015	0	0
b	0	13.3963	0
c	0	0	31.0811

Atoms and the computed forces on them: element, x, y, z (angstrom), force x, y, z (eV/angstrom)
Si	-0.0613	-0.0508	24.3883	0.0057	-0.0211	-0.4191
Si	3.8597	-0.0744	24.3144	0.0107	-0.0381	0.0096
Si	7.6733	0.0545	24.5786	0.0168	-0.0571	-0.0138
Si	1.8351	3.228	24.1011	-0.0325	-0.005	0.0264
Si	5.8784	3.4254	24.4563	-0.0044	-0.0602	-0.0023
Si	9.4918	3.3573	24.4492	0.0292	-0.0167	0.025
Si	-0.057	6.6815	24.4197	-0.0516	0.0734	-0.4282
Si	3.8707	6.6923	24.1933	0.0206	0.0219	0.0563
Si	7.6702	6.6799	24.6008	-0.0325	0.0393	-0.4713
Si	1.8067	10.0152	24.3609	0.0126	0.0011	0.0318
Si	5.8621	10.1525	24.5936	-0.0247	-0.0172	0.031
Si	9.6216	9.8515	24.51	0.0144	-0.0082	-0.0124
Si	-0.0922	2.2149	25.0645	-0.0027	0.0332	-0.0553
Si	3.85	2.2215	24.9357	0.0043	0.0327	-0.0229
Si	7.685	2.236	25.4371	-0.0332	0.059	-0.1056
Si	1.9156	5.5083	24.9333	0.0646	-0.064	-0.022
Si	5.7123	5.6093	25.2751	-0.0649	-0.0048	-0.0899
Si	9.6341	5.572	25.2502	0.0212	-0.0414	-0.0727
Si	-0.0085	8.8669	25.3137	-0.0107	0.005	-0.0757
Si	3.8403	8.9406	25.0197	-0.0172	0.0112	-0.0546
Si	7.6743	8.8836	25.389	0.0137	0.0345	-0.088
Si	1.8954	12.2615	25.1441	0.0169	-0.0064	-0.0684
Si	5.7451	12.34	25.3665	0.0049	0.0376	-0.1174
Si	9.6163	12.1839	25.1113	-0.0211	0.0114	-0.0622
Si	-0.0281	2.2348	27.4691	-0.0034	-0.0218	-0.0924
Si	3.8439	2.2293	27.4074	0.0075	0.0081	-0.1037
Si	7.7158	2.2372	27.7319	0.0196	-0.0059	-0.0946
Si	1.9331	5.5375	27.3928	-0.0226	0.0344	-0.07
Si	5.7387	5.5864	27.6106	0.0154	-0.0113	-0.0626
Si	9.6679	5.5613	27.5921	-0.0008	0.0182	-0.0647
Si	0.0123	8.9027	27.6348	0.0027	-0.0058	-0.0733
Si	3.8482	8.9205	27.4563	0.0003	-0.0045	-0.1147
Si	7.7189	8.9161	27.6967	0.0001	-0.0209	-0.0883
Si	1.9208	12.2725	27.5237	-0.0136	-0.0044	-0.0928
Si	5.7631	12.3086	27.6776	-0.0138	-0.0274	-0.0756
Si	9.6449	12.241	27.5106	-0.0009	0.0052	-0.1102
Si	1.9186	1.1235	28.2738	0.0109	0.0076	0.0586
Si	5.7459	1.1455	28.3588	-0.0336	0.0181	0.0305
Si	9.6784	1.0875	28.325	0.009	-0.0131	0.0496
Si	0.0147	4.4477	28.3042	0.0223	0.0128	0.0247
Si	3.8191	4.4352	28.3032	-0.0043	-0.0259	0.0341
Si	7.7083	4.4953	28.3579	-0.0144	0.0117	0.0148
Si	1.9542	7.7601	28.2984	0.0097	-0.0246	0.041
Si	5.7536	7.816	28.3494	-0.0115	0.0183	0.0182
Si	9.6725	7.7923	28.366	0.0106	-0.0024	0.014
Si	-0.0106	11.1564	28.324	0.0014	0.0048	0.0461
Si	3.8337	11.1367	28.3247	0.005	-0.005	0.0494
Si	7.7137	11.171	28.3533	0.0265	0.0095	0.0441
Si	1.9336	1.1164	30.6861	0.0027	0.0361	-0.2307
Si	5.8008	1.1164	30.6861	-0.2646	0.1184	0.2521
Si	9.6679	1.1164	30.6861	0.112	-0.126	0.0644
Si	0	4.4654	30.6861	0.1395	-0.0311	-0.1447
Si	3.8672	4.4654	30.6861	-0.1599	-0.1459	-0.0996
Si	7.7343	4.4654	30.6861	-0.0499	0.1086	0.4307
Si	1.9336	7.8145	30.6861	0.1365	-0.1884	-0.2046
Si	5.8008	7.8145	30.6861	-0.1954	0.0312	0.255
Si	9.6679	7.8145	30.6861	0.0147	-0.0806	0.3911
Si	0	11.1635	30.6861	-0.0201	0.0771	0.1757
Si	3.8672	11.1635	30.6861	-0.1299	-0.1232	0.1107
Si	7.7343	11.1635	30.6861	0.0565	0.0781	0.2974
Si	0	0	0.3944	-0.0105	0.015	0.049
Si	3.8672	0	0.3944	0.1506	0.1253	-0.3015
Si	7.7343	0	0.3944	0.0746	-0.0208	-0.1205
Si	1.9336	3.3491	0.3944	0.024	0.0934	0.162
Si	5.8008	3.3491	0.3944	-0.0937	-0.0843	-0.2026
Si	9.6679	3.3491	0.3944	0.0913	0.0574	-0.0142
Si	0	6.6981	0.3944	0.0609	-0.0605	-0.2319
Si	3.8672	6.6981	0.3944	-0.093	0.167	0.0283
Si	7.7343	6.6981	0.3944	0.0963	0.1635	0.1433
Si	1.9336	10.0472	0.3944	0.165	-0.1249	0.0908
Si	5.8008	10.0472	0.3944	0.0435	-0.1415	0.2678
Si	9.6679	10.0472	0.3944	-0.1318	-0.0145	0.2216
Si	0.0392	-0.0017	2.7657	0.0007	-0.0239	-0.072
Si	3.9128	0.0158	2.7244	0.0471	0.0071	-0.0212
Si	7.7641	0.0172	2.7521	0.0054	-0.01	-0.0519
Si	1.9401	3.3636	2.7766	-0.0094	0.0189	-0.0579
Si	5.7758	3.3478	2.7321	-0.0216	-0.0047	-0.0249
Si	9.6924	3.3667	2.7731	-0.0072	0.0217	-0.0704
Si	0.0311	6.6772	2.7331	0.024	0.0033	0.0009
Si	3.8639	6.7094	2.7594	-0.0149	0.0076	-0.0366
Si	7.7559	6.7423	2.7781	0.0193	0.0205	-0.0579
Si	1.973	10.0034	2.7818	0.0354	-0.0168	-0.0962
Si	5.8193	10.0247	2.8037	0.0021	0.0006	-0.0769
Si	9.6542	10.0497	2.7956	-0.023	-0.0084	-0.0954
Si	0.0262	2.2257	3.5604	0.0133	0.0141	0.0899
Si	3.8535	2.2259	3.5688	0.0177	0.0109	0.0611
Si	7.7253	2.2695	3.4768	0.0075	-0.0009	0.0226
Si	1.9515	5.602	3.606	0.0173	-0.0222	0.0134
Si	5.8088	5.5893	3.4321	0.0035	0.0057	0.0623
Si	9.6989	5.6213	3.5426	-0.0355	-0.0298	0.0488
Si	-0.0008	8.8951	3.481	0.0019	0.0344	0.0344
Si	3.9123	8.8976	3.6709	-0.044	0.0187	0.102
Si	7.738	8.9441	3.709	0.029	-0.0064	0.1037
Si	2.0162	12.2655	3.4389	-0.0304	-0.0035	0.0884
Si	5.8354	12.2787	3.5031	-0.0025	0.019	0.0424
Si	9.6938	12.2974	3.5628	-0.0053	0.0137	0.1004
Si	0.0705	2.2085	5.9387	-0.0378	0.0052	0.04
Si	3.8595	2.2047	5.9547	-0.0227	-0.0303	0.0201
Si	7.7226	2.2925	5.8097	0.0006	0.0113	0.0897
Si	1.9659	5.623	5.9986	-0.039	0.0493	0.0617
Si	5.8051	5.5209	5.7443	0.0465	-0.0152	0.0783
Si	9.7423	5.6431	5.914	0.048	0.0506	0.0588
Si	0.0083	8.8814	5.8163	-0.0086	-0.0487	0.1175
Si	3.9728	8.8334	6.1403	0.0672	-0.0534	0.0173
Si	7.7393	8.9401	6.1982	-0.0786	0.0151	0.0019
Si	2.1078	12.2186	5.7643	0.0458	-0.0552	0.0724
Si	5.8596	12.3134	5.8493	-0.0127	-0.0168	0.0335
Si	9.7201	12.3181	5.9554	-0.0423	-0.0168	0.0637
Si	1.9723	0.9677	6.7117	-0.0512	0.019	0.02
Si	5.8377	1.1382	6.6447	-0.0021	0.0324	-0.0277
Si	9.6359	1.2251	6.6075	0.0552	0.0083	-0.0204
Si	0.0396	4.4573	6.6946	0.0144	-0.027	-0.0212
Si	3.9036	4.4517	6.6591	0.0197	-0.0139	-0.0132
Si	7.7784	4.5484	6.5557	-0.0739	-0.0946	-0.0349
Si	1.9102	7.8778	6.8178	-0.0093	-0.0011	-0.0543
Si	5.9012	7.527	6.9255	-0.0612	0.0982	0.0026
Si	9.7399	7.8614	6.8783	0.0366	0.009	-0.0515
Si	0.1387	11.1387	6.3839	0.007	0.0712	-0.049
Si	4.0526	11.1146	6.7647	-0.0113	0.0421	-0.0649
Si	7.7415	11.3025	6.8227	0.089	-0.026	-0.0211
O	1.9561	0.6916	8.3621	0.0116	-0.0194	-0.0009
O	4.375	11.1856	8.4118	-0.0306	-0.0031	0.0244
O	7.7393	4.8214	8.2023	0.0139	-0.0007	-0.0256
O	9.8993	7.9588	8.5516	-0.0141	-0.0099	0.0187
O	6.0305	6.8884	8.5187	0.0472	-0.0763	0.04
O	1.6877	8.001	8.4708	0.0034	0.0131	0.02
O	9.3736	1.5771	8.2045	0.0005	-0.0021	-0.011
O	0.5715	11.044	7.9858	-0.0259	-0.0122	-0.0361
O	7.5376	11.7615	8.4364	0.0009	0.008	0.0216
O	6.2983	10.6063	23.0413	0.0048	-0.0408	-0.0417
O	4.0025	13.0844	22.6608	-0.0055	-0.0119	-0.0499
O	6.3393	3.7395	22.8685	0.0177	-0.0066	0.0227
O	1.6598	3.0147	22.4391	0.0054	-0.0155	-0.0568
O	9.0608	3.4068	22.8208	-0.0185	0.007	-0.0075
O	7.5074	0.3402	22.957	0.0094	-0.0017	-0.0029
O	1.4414	9.9282	22.725	0.0075	-0.0008	-0.0477
O	4.0315	6.6754	22.5007	0.0152	0.0278	-0.0859
O	9.6764	9.3566	22.9205	-0.0429	-0.0031	-0.0207
Si	3.3259	12.9954	21.1681	-0.0108	0.0363	0.023
Si	11.8221	1.7676	11.5101	0.0034	0.0009	0.0106
Si	-0.7758	13.6291	15.6638	-0.0096	-0.0102	0.0183
Si	7.2472	3.624	11.3225	0.0007	0.0031	-0.013
Si	8.8414	9.3203	14.9284	-0.0118	-0.0051	-0.0061
Si	10.4304	0.9381	19.9311	0.0046	-0.0071	-0.0026
Si	1.7512	3.9956	18.3678	-0.0172	0.0064	0.0104
Si	8.8672	10.2713	11.9555	0.0056	-0.0112	-0.0026
Si	4.9222	-2.9377	12.6745	0.0004	0.0022	0.0084
Si	3.615	0.4724	14.7695	-0.002	-0.0117	0.0144
Si	10.2031	6.688	15.4154	-0.0009	-0.008	0.0386
Si	11.0564	-0.9708	12.9232	-0.0045	0.0039	-0.01
Si	5.8012	7.1565	18.6231	0.0278	-0.0044	-0.0356
Si	13.4106	0.0335	9.8456	0.0255	0.0179	-0.0666
Si	7.6808	3.591	21.9367	-0.0075	-0.005	0.038
Si	11.4836	11.1313	9.4416	-0.0098	0.002	0.0164
Si	4.4872	-5.6324	21.3553	-0.0199	-0.0428	0.0373
Si	1.5001	2.2587	20.9885	0.0224	-0.0031	0.044
Si	6.1792	-4.2273	16.3127	0.0073	-0.0144	0.0157
Si	-4.5523	5.8187	9.2987	-0.0644	0.0611	-0.0571
Si	4.4104	4.8945	16.8875	-0.0074	0.0154	0.0058
Si	9.2339	15.0154	9.812	-0.0186	-0.0344	-0.0154
Si	1.6573	8.7622	9.9176	-0.0009	-0.0282	-0.0341
Si	8.4583	-1.4224	9.7727	-0.0359	0.0082	-0.0487
Si	9.4762	7.662	10.1161	-0.015	0.0032	-0.0424
Si	2.0788	-2.208	13.806	-0.0002	-0.0072	0.0103
Si	6.4329	9.9131	21.5843	-0.0116	-0.0092	0.0317
Si	-0.9716	11.9361	18.0693	-0.0045	-0.017	0.0094
Si	5.6914	-1.5431	15.3114	0.0106	-0.0109	-0.0036
Si	1.378	2.4855	15.6726	-0.0212	0.0082	0.0238
Si	6.8875	3.4543	15.8461	0.0044	0.0126	0.0163
Si	3.8482	11.0754	9.9532	0.0093	0.0182	-0.0292
Si	5.5917	2.3926	13.4844	0.0071	0.0105	-0.0133
Si	10.9905	6.1939	18.3292	0.0031	0.0181	0.0012
Si	-2.3938	8.9457	21.4286	0.0536	0.0042	0.046
Si	1.1742	4.3609	13.1908	-0.0191	-0.0085	0.0007
Si	5.8341	7.5839	13.6504	0.0086	0.0097	0.0185
Si	4.0065	5.1317	13.8661	-0.0003	0.0122	0.0182
Si	8.08	5.448	13.7671	-0.0121	-0.0091	0.014
Si	7.5464	-0.8773	17.4285	0.0118	-0.0042	0.0207
Si	8.7499	15.1146	17.4385	0.0123	-0.0177	0.0086
Si	13.7893	10.0131	21.27	-0.0285	0.0018	0.0158
Si	11.5118	9.2115	19.2683	-0.0121	-0.0103	-0.0133
Si	0.0957	8.9897	14.4852	0.0051	-0.0047	0.0052
Si	5.8224	-1.1938	19.8136	-0.0012	0.0299	-0.0418
Si	7.8139	0.7002	21.4151	-0.0071	-0.0106	0.0232
Si	8.4382	6.1953	20.1982	0.0099	-0.0052	-0.0426
Si	0.2811	7.167	11.9604	-0.0058	0.0013	-0.0019
O	9.3954	0.5362	21.1142	0.016	-0.0043	-0.014
O	7.1666	-1.0654	15.8457	-0.0027	-0.0047	-0.0221
O	10.9651	-0.5043	19.3597	-0.0037	0.0057	0.004
O	1.3893	-3.4166	14.7314	-0.0025	-0.0024	-0.0082
O	-1.2147	9.3052	20.4101	-0.0165	0.0019	-0.012
O	11.4062	-0.749	16.8253	0.0043	0.0096	-0.0198
O	6.4372	4.7744	10.4357	0.0137	-0.0136	0.0057
O	1.2132	2.9342	17.234	0.0019	-0.0092	-0.0159
O	7.4175	2.2443	21.0402	-0.009	0.0116	-0.006
O	8.6736	13.529	10.2399	0.0161	0.024	-0.0189
O	4.468	1.1913	13.5363	-0.0064	0.001	-0.0089
O	-1.2128	9.8731	14.98	-0.0039	-0.0014	-0.0094
O	-0.0344	1.8344	20.656	-0.0254	-0.0095	-0.0078
O	1.9705	3.2783	19.8125	0.0061	0.0256	-0.0356
O	7.2761	6.7307	19.1836	-0.0032	0.0026	0.0152
O	5.2058	-2.9288	16.0636	-0.0064	0.0025	-0.0025
O	-0.1426	7.7624	18.5116	0.0012	-0.0038	0.0068
O	0.6828	5.2238	18.5396	0.011	-0.0097	0.0045
O	9.7621	1.855	18.7242	-0.0032	0.0102	-0.0037
O	4.9999	10.951	11.1109	-0.0015	-0.0035	-0.0048
O	3.6991	5.304	15.4667	0.0015	-0.0006	-0.0088
O	1.5999	7.6011	11.0766	-0.0023	-0.001	0.0039
O	2.3669	0.886	20.9661	0.0024	-0.0047	0.0025
O	11.6236	7.5392	15.28	0.0005	0.0042	-0.0148
O	8.2276	2.7837	10.3314	-0.0106	0.0129	0.0004
O	1.3347	9.4366	20.0126	0.0066	0.0012	0.0051
O	7.7033	9.7525	16.0201	-0.0076	0.0001	-0.0103
O	8.8327	7.3612	21.2799	0.0065	0.0299	-0.0035
O	2.744	4.7032	12.9405	0.0105	0.0017	-0.0112
O	6.6683	2.2458	14.7353	-0.0011	0.0011	-0.0117
O	3.0619	-0.9173	10.2504	-0.0126	-0.0109	-0.0082
O	6.2895	2.4677	12.0052	-0.0149	-0.0065	0.0127
O	11.1722	0.5678	12.4008	-0.011	-0.005	-0.0047
O	5.9491	8.3636	21.7666	0.0135	0.0914	-0.0194
O	0.9013	11.6746	12.8007	0.0094	-0.0031	0.0012
O	7.2531	6.8089	13.312	-0.0036	-0.0008	-0.0081
O	3.3326	-2.9509	13.0895	-0.0092	0.0049	-0.0044
O	5.985	8.59	17.8297	-0.0058	-0.001	-0.0018
O	8.0748	3.1048	16.9271	-0.0077	0.0027	-0.0082
O	7.5431	0.7029	17.8406	-0.0031	0.0036	-0.0111
O	7.8197	11.1669	11.0563	-0.0045	-0.0004	-0.0014
O	11.231	10.4313	18.2207	0.0004	0.0145	0.0006
O	13.258	1.2752	10.894	-0.0059	-0.0049	-0.0126
O	5.4795	3.6766	16.6561	-0.0015	-0.0072	-0.0079
O	2.5243	11.5839	21.0034	0.008	-0.0153	0.0034
O	5.2594	6.1162	17.5181	-0.0087	-0.0082	-0.0094
O	5.5521	10.7586	20.5204	-0.0024	-0.0334	0.0238
O	4.6856	7.1789	19.8381	-0.0018	0.0105	0.0146
O	9.0089	11.8646	17.7894	-0.0011	0.0014	-0.005
O	0.4488	12.5295	10.0597	0.0025	-0.0061	-0.0045
O	12.0711	5.7965	12.8348	0.0123	-0.0139	-0.0026
O	12.1426	3.1647	12.2836	0.008	0.0153	0.0008
O	-2.6275	7.7578	15.3748	-0.0007	0.0182	-0.0118
O	4.4428	13.0573	19.9691	0.0086	-0.0147	0.0074
O	7.3301	4.8337	15.0889	-0.0011	-0.0041	-0.0082
O	-2.412	8.9932	11.0037	-0.0057	0.018	0.0069
O	12.6978	3.8192	14.7481	0.0051	-0.0052	-0.0045
O	11.5564	8.4676	12.9277	0.0032	0.0132	0.0071
O	9.8777	11.2729	9.3269	0.0492	-0.0156	-0.0121
O	5.0259	3.8989	13.6882	0.0049	-0.0114	-0.0059
O	3.2226	4.5187	17.9227	0.0143	-0.0033	-0.0028
O	4.7111	13.107	15.7099	-0.0064	0.0063	-0.0036
O	3.471	9.0257	21.3685	0.0064	0.0157	-0.0059
O	8.153	6.7181	10.0912	0.0123	-0.0061	0.0008
O	7.9518	9.8964	21.0216	-0.0276	-0.019	0.0097
O	9.8079	5.8156	19.3917	0.0023	-0.0039	0.0053
O	0.3454	9.7386	10.1626	-0.0097	0.0139	-0.0147
O	10.0847	11.3504	12.1786	0.0067	0.0087	-0.0067
O	0.3048	1.356	15.2434	0.0111	0.0158	-0.0129
O	7.016	-0.3724	20.5222	-0.0059	-0.0154	0.0038
O	5.563	-4.4486	12.7755	-0.0024	0.0003	-0.0148
O	-1.1349	12.6536	14.4217	0.0013	0.0061	-0.0007
O	8.0857	4.389	12.5168	0.005	0.0096	0.004
O	9.6637	5.6781	14.2193	0.0026	0.0104	-0.0107
O	5.6844	11.5182	13.6913	0.0061	0.0087	-0.009
O	-2.0898	1.0369	16.1697	0.0026	0.0144	-0.024
O	10.3549	5.9253	16.8409	-0.0069	0.0001	-0.0328
O	5.8272	7.994	15.2348	-0.0033	0.0072	-0.0012
O	10.6669	6.8743	10.9069	0.0215	-0.005	0.0118
O	10.7133	2.0368	10.3557	0.0035	-0.0041	-0.0088
O	2.5765	12.6336	14.4293	0.0091	0.0105	-0.0087
O	8.3289	9.7191	13.409	0.0048	-0.0072	0.0146
O	4.6213	6.539	13.3271	-0.0032	-0.0054	-0.0142
O	6.315	-1.5169	18.2958	0.0089	-0.0015	-0.0081
O	7.8615	4.8828	20.9679	-0.0017	0.0127	-0.0131
O	2.835	1.7375	15.4693	0.0053	-0.0036	-0.0132
O	2.9657	9.7085	10.0731	0.0043	0.0064	-0.0013
H	5.8855	1.1341	8.1447	0.0044	0.0027	0.0019
H	4.0093	4.4823	8.1576	0.0051	0.0036	-0.0058
H	-0.0014	4.4553	8.1965	-0.0016	0.0041	-0.0071
H	-0.0198	-0.0962	-8.2218	-0.008	0.0046	0.4712
H	-0.1844	6.7842	-8.1846	0.0437	-0.0345	0.4537
H	7.627	6.7135	-7.9957	0.0091	-0.016	0.5105

Results
free energy: -166610.395 eV
free energy less fixed offsets of H -15.97, O -568.88, Si -635.61 eV per atom: 0.305 eV

The program warned: the cutoff lies below the one the program advises for these potential files; the forces do not sum to zero within the program's tolerance; the exchange-correlation potential is rough where the density is thin.
